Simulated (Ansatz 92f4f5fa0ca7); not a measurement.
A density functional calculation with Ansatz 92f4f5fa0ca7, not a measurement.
Periodic cell of 226 atoms, Si134O92, from a study of silicon, its oxide and their interface. The atomic structure is a simulated model.
Doubt: the cutoff is far below the 930 eV that the study's wrapper takes by default for these files, so forces and energies are approximate.

Settings
functional: PBE
potential files: Ansatz PAW
basis: plane waves
wave-function cutoff: 580 eV
density cutoff ratio: 5
exchange-correlation grid ratio: 1
k mesh: 1 x 1 x 1, Gamma-centred
self-consistency stop: 5e-08 eV per atom in the density residual
occupations: fixed
spin: none
net charge: 0

Cell vectors (angstrom)
a  10.938  0  0
b  0  10.938  0
c  0  0  32.8156

Atoms: element, x, y, z (angstrom)
Si  0.096  -0.2827  25.5329
Si  5.9845  -0.4645  25.3195
Si  2.7726  2.7335  25.1121
Si  7.9902  3.3962  24.991
Si  -0.5077  6.2061  25.3715
Si  5.3865  5.2434  25.2823
Si  2.6208  8.6711  25.4095
Si  8.1375  8.2707  25.8572
Si  1.2709  1.4996  26.5364
Si  6.986  1.4654  26.3282
Si  4.0836  3.939  26.6951
Si  9.4949  4.351  26.5733
Si  1.4235  6.9382  26.5657
Si  6.5797  6.7984  26.7146
Si  4.1974  9.7331  26.7759
Si  9.6055  9.5947  27.0315
Si  2.6807  0.1387  28.0044
Si  8.1505  0.1372  28.0361
Si  -0.0837  2.8457  27.9529
Si  5.5561  2.6427  27.9666
Si  2.7193  5.4475  27.9676
Si  8.0913  5.5303  28.0477
Si  0.0921  8.1491  28.1305
Si  5.3864  8.2368  28.1054
Si  4.1018  1.3673  29.3973
Si  9.5708  1.3673  29.3973
Si  1.3673  4.1018  29.3973
Si  6.8362  4.1018  29.3973
Si  4.1018  6.8362  29.3973
Si  9.5708  6.8362  29.3973
Si  1.3673  9.5708  29.3973
Si  6.8362  9.5708  29.3973
Si  0  0  30.7646
Si  5.469  0  30.7646
Si  2.7345  2.7345  30.7646
Si  8.2035  2.7345  30.7646
Si  0  5.469  30.7646
Si  5.469  5.469  30.7646
Si  2.7345  8.2035  30.7646
Si  8.2035  8.2035  30.7646
Si  1.3673  1.3673  32.1318
Si  6.8362  1.3673  32.1318
Si  4.1018  4.1018  32.1318
Si  9.5708  4.1018  32.1318
Si  1.3673  6.8362  32.1318
Si  6.8362  6.8362  32.1318
Si  4.1018  9.5708  32.1318
Si  9.5708  9.5708  32.1318
Si  2.7345  0  0.6835
Si  8.2035  0  0.6835
Si  0  2.7345  0.6835
Si  5.469  2.7345  0.6835
Si  2.7345  5.469  0.6835
Si  8.2035  5.469  0.6835
Si  0  8.2035  0.6835
Si  5.469  8.2035  0.6835
Si  4.1018  1.3673  2.0507
Si  9.5708  1.3673  2.0507
Si  1.3673  4.1018  2.0507
Si  6.8362  4.1018  2.0507
Si  4.1018  6.8362  2.0507
Si  9.5708  6.8362  2.0507
Si  1.3673  9.5708  2.0507
Si  6.8362  9.5708  2.0507
Si  0  0  3.418
Si  5.469  0  3.418
Si  2.7345  2.7345  3.418
Si  8.2035  2.7345  3.418
Si  0  5.469  3.418
Si  5.469  5.469  3.418
Si  2.7345  8.2035  3.418
Si  8.2035  8.2035  3.418
Si  1.3594  1.3511  4.7877
Si  6.8752  1.4036  4.728
Si  4.1938  4.0256  4.8274
Si  9.5537  4.0723  4.7565
Si  1.4426  6.7636  4.8277
Si  6.833  6.8456  4.7709
Si  4.1215  9.5064  4.8074
Si  9.5906  9.4909  4.7791
Si  2.7469  -0.0413  6.1205
Si  8.1285  -0.0547  6
Si  -0.1043  2.6671  6.1356
Si  5.6483  2.7292  6.2592
Si  2.7837  5.2915  6.2385
Si  8.2211  5.4975  6.0793
Si  0.0163  8.089  6.1887
Si  5.4934  8.1151  6.2451
Si  4.4348  1.075  7.3252
Si  9.6764  1.0077  7.3955
Si  1.1288  4.0975  7.4954
Si  6.873  4.3544  7.6295
Si  4.2198  6.6175  7.5915
Si  9.8739  6.427  7.4902
Si  1.0984  9.7215  7.4421
Si  6.592  9.8434  7.4346
O  5.5525  5.6666  8.452
O  0.0244  0.0026  7.3912
O  3.7557  12.9227  8.4808
O  5.0272  7.3001  10.6679
O  1.3425  9.6649  25.0446
O  6.6352  4.3119  24.7135
O  7.2141  9.3816  25.0422
O  -0.1055  7.1474  21.3412
O  7.44  9.866  8.8386
O  0.0962  5.3185  7.9087
O  1.1549  9.2411  9.0431
O  7.8854  4.2572  8.9441
O  9.1329  6.6755  8.9617
O  5.1194  -0.3736  7.7011
O  3.3  7.2209  8.8449
O  9.1784  1.0849  8.9468
O  5.3024  -0.4657  23.8249
O  8.74  3.4279  23.4983
O  10.8009  5.9103  23.8311
O  4.3791  5.6784  24.0101
O  9.2247  7.3112  25.0595
O  3.4807  1.6964  24.0018
O  3.4546  8.4346  23.9894
O  10.1376  0.0632  24.1774
Si  10.5394  2.4338  13.8636
Si  2.5174  13.0647  9.4867
Si  7.0814  8.3383  14.1992
Si  9.4638  1.7181  20.321
Si  2.0641  6.0826  12.3868
Si  -0.7003  5.0459  12.521
Si  9.9316  6.0347  17.9043
Si  4.2995  -1.4788  23.019
Si  1.1478  8.3581  18.1853
Si  6.1271  3.8029  15.768
Si  5.8151  -2.4706  20.4767
Si  14.6374  3.843  11.5267
Si  7.6735  0.5095  9.4697
Si  5.6654  5.8825  10.1955
Si  -0.1484  8.7081  20.8336
Si  3.2409  3.3492  20.6317
Si  9.0342  4.0737  22.0092
Si  8.5111  5.4806  9.8985
Si  7.4645  -0.7666  16.5012
Si  3.6012  -6.5278  14.3723
Si  8.189  -0.9042  19.4804
Si  8.0938  -0.5944  12.4858
Si  1.6271  2.4728  16.0394
Si  11.2304  10.5001  13.0446
Si  4.8189  9.0648  15.8157
Si  -0.1014  0.1612  22.7025
Si  8.447  5.7059  15.1103
Si  1.8471  10.2173  15.7071
Si  13.7489  11.994  22.626
Si  1.8191  -0.8016  10.2557
Si  0.38  5.9197  22.3099
Si  3.13  5.0181  23.1492
Si  4.0916  7.2792  18.183
Si  0.7344  3.4444  18.8482
Si  18.5773  12.4013  14.6625
Si  -3.3495  5.8252  20.1324
Si  3.53  -3.0557  10.3641
Si  5.2915  -6.6049  18.6639
O  8.6216  2.9915  20.8604
O  7.9522  -1.8018  15.3403
O  11.1564  9.6107  22.1367
O  12.1548  12.0164  22.9174
O  4.3636  3.2836  19.4749
O  1.7478  11.658  9.6949
O  14.1362  2.4498  10.9167
O  -5.8231  8.5753  21.9385
O  4.9743  4.5397  10.7651
O  9.3117  9.1204  20.2479
O  7.578  -6.4335  15.745
O  0.9616  9.8205  14.3812
O  1.5526  3.3115  8.8973
O  1.0776  10.0327  11.6912
O  9.5325  4.9968  11.0492
O  -2.4065  0.6917  19.4837
O  6.5577  1.5417  9.0014
O  6.7881  -3.7508  20.4369
O  5.7096  3.5325  17.3123
O  3.2676  -0.4619  22.2888
O  -1.2754  10.1329  12.9054
O  8.1026  -1.2984  17.8989
O  -7.5776  9.6726  15.5053
O  3.0939  1.8614  21.2534
O  -7.5857  -1.4322  10.359
O  6.606  4.6788  19.541
O  2.7263  14.3888  15.3398
O  -3.7461  6.0447  10.6617
O  10.8961  3.5847  12.7692
O  8.0002  0.7289  16.0946
O  11.9091  9.0167  19.6762
O  2.7964  5.7591  13.8383
O  9.2614  5.2924  13.7749
O  -2.8013  5.381  21.6147
O  1.5872  2.8193  17.616
O  4.459  5.7121  18.3905
O  11.1224  13.7276  15.3457
O  11.3373  1.1702  13.2334
O  10.7064  2.2513  19.4163
O  7.4704  -2.1083  12.6878
O  2.0143  6.0046  22.456
O  7.2557  0.3473  13.548
O  10.6156  4.5177  21.7773
O  7.3977  6.7908  14.5237
O  5.481  8.6006  14.4005
O  12.1262  -1.411  17.0404
O  10.8119  7.3862  17.9982
O  -4.6018  2.4205  14.9189
O  2.2729  4.0074  24.1457
O  8.9349  13.1984  14.0649
O  -1.4961  -4.8555  16.3416
O  7.9453  0.1098  11.0551
O  8.7196  6.1109  18.9902
O  4.984  15.7275  15.1339
O  16.7529  10.1588  16.543
O  3.7932  4.2869  21.8527
O  10.8226  4.7185  18.2896
O  6.7278  9.7928  20.181
O  11.3921  6.2027  12.5482
O  15.5842  8.2582  19.3631
O  2.4342  4.858  11.3811
O  2.4774  -3.5093  18.1313
O  4.7225  7.7387  16.7594
O  4.0674  14.4883  13.0679
O  2.5644  7.4163  11.5971
O  1.8246  3.88  19.9961
O  -1.052  0.9217  21.6638
O  12.9094  0.8936  15.8804

Results
free energy: -137504.979 eV
free energy less fixed offsets of O -568.88, Si -635.61 eV per atom: 3.721 eV

Forces (eV/angstrom), in the order of the atoms: element, x, y, z
Si  0.0035  -0.0003  -0.0061
Si  -0.0088  0.0037  0.0054
Si  -0.001  0.0058  -0.009
Si  0.0045  -0.0112  0.0239
Si  0.0264  0.0017  0.0326
Si  -0.0067  -0.0202  -0.0213
Si  0.0023  -0.0055  0.0115
Si  -0.0026  -0.0049  -0.0047
Si  -0.0056  -0.0009  0.0067
Si  0.0025  0.0025  -0.0035
Si  0.0027  -0.0028  0.0064
Si  -0.0091  0.0047  -0.0047
Si  -0.0132  -0.0007  -0.0091
Si  0.0045  0.0102  0.0088
Si  0.0073  -0.0052  -0.0105
Si  0.0003  0.0012  0.0072
Si  -0.0001  0.0036  0.007
Si  -0.0002  0.0004  -0.0069
Si  0.0058  -0.0004  -0.0034
Si  -0.0013  0.0009  -0.0053
Si  0  0.0017  -0.0016
Si  0.005  -0.0061  -0.0066
Si  0.0042  -0.0067  -0.0109
Si  -0.0005  0.0024  -0.0046
Si  0.2368  0.1311  -0.0308
Si  -0.0487  0.7276  -0.0498
Si  -0.2841  0.1806  -0.3499
Si  -0.0563  -0.4047  -0.0094
Si  -0.556  -0.3244  0.1771
Si  -0.1617  -0.2167  0.2131
Si  0.5225  0.4549  0.2622
Si  -0.0547  0.3824  -0.0577
Si  0.0791  -0.0122  -0.0798
Si  -0.103  -0.1268  0.0335
Si  0.1815  0.062  -0.0643
Si  0.1366  0.0672  0.0724
Si  -0.0996  -0.123  0.0383
Si  -0.1179  -0.1364  -0.0341
Si  0.0557  0.039  0.0593
Si  0.2125  0.1325  -0.0544
Si  -0.0331  -0.0078  -0.0405
Si  0.001  0.0181  -0.0455
Si  -0.0797  0.0492  0.018
Si  -0.0295  -0.0032  0.0189
Si  -0.091  0.0995  -0.0378
Si  0.0159  0.0267  -0.037
Si  0.0471  -0.049  0.0051
Si  -0.0673  0.0245  0.0084
Si  0.0328  -0.0379  0.0001
Si  -0.0002  0.0133  -0.0006
Si  0.0265  -0.0521  0.0325
Si  0.0254  -0.0289  0.0177
Si  0.0391  0.001  0.0037
Si  0.0821  -0.0552  0.0088
Si  0.0368  -0.0241  0.0329
Si  -0.0337  0.0361  0.0439
Si  -0.112  -0.0602  0.0059
Si  -0.0521  -0.0449  -0.017
Si  0.0168  0.0437  0.0176
Si  0.0226  0.0307  -0.0333
Si  -0.1088  -0.0253  0.0119
Si  -0.0996  0.0519  0.0116
Si  -0.0928  0.0389  0.0467
Si  0.1278  0.058  0.0117
Si  -0.0549  -0.218  0.058
Si  -0.1673  -0.031  0.178
Si  0.1395  -0.1459  0.2357
Si  0.1849  0.1604  -0.7468
Si  0.1601  -0.0706  0.1724
Si  -0.0165  -0.1336  0.0984
Si  0.1554  -0.2764  0.0786
Si  -0.0153  -0.0739  -0.2477
Si  0.002  0.0167  0.0034
Si  -0.0231  0.0145  0.0191
Si  -0.0101  -0.0088  0.013
Si  0.0004  -0.009  -0.0155
Si  -0.0123  0.005  0.017
Si  -0.0056  0.0151  -0.0188
Si  0.0058  0.0067  0.0028
Si  -0.0062  0.0109  0.0042
Si  -0.0321  -0.0275  0.0203
Si  0.0396  0.0051  0.0221
Si  0.0161  -0.0251  0.0079
Si  0.0212  0.0037  -0.0063
Si  0.0469  0.0179  0.0008
Si  0.0238  0.0083  0.0412
Si  -0.0028  -0.0445  0.0242
Si  0.019  0.0133  -0.0053
Si  0.0762  0.0023  -0.0386
Si  -0.0298  -0.01  -0.0768
Si  -0.0098  -0.0021  0.0017
Si  -0.025  -0.0748  -0.0217
Si  -0.0464  -0.0478  -0.0178
Si  0.0098  0.0389  -0.074
Si  -0.0022  -0.0011  -0.0058
Si  -0.0186  -0.0033  -0.0351
O  -0.0057  0.009  0.0336
O  -0.0194  0.0077  0.0065
O  -0.0236  0.0578  0.0198
O  0.0117  -0.0074  0.0034
O  -0.0047  -0.0007  0.0012
O  -0.0087  0.0042  -0.0005
O  0.0052  -0.0101  0.0034
O  0.0004  -0.0006  -0.0011
O  0.0059  0.114  0.0851
O  -0.0168  0.0044  0.0198
O  0.0257  0.0092  -0.0226
O  0.0116  0.0358  0.005
O  -0.0037  0.0036  0.0202
O  0.0287  0.0383  0.0283
O  0.0064  0.012  0.0099
O  -0.1665  -0.0625  0.1548
O  -0.0019  -0.004  -0.0039
O  0.0027  0.0049  -0.0163
O  0.0001  -0.0027  -0.0222
O  -0.0004  0.0004  -0.0004
O  -0.011  0.0094  -0.0031
O  0.0009  -0.0005  -0.0004
O  0.0042  0.0004  -0.0076
O  0.0011  -0.0018  -0.0002
Si  0.0027  0.0051  0.0036
Si  -0.0578  -0.0531  0.0156
Si  -0.0026  0.0026  -0.0009
Si  -0.0015  -0.0037  0.0037
Si  -0.0003  -0.0028  -0.0026
Si  0.0028  0.0003  -0.004
Si  -0.0013  -0.0017  0.001
Si  0.0007  0.0013  0.0007
Si  0.0114  -0.0046  -0.0007
Si  -0.0025  0.0044  0.0117
Si  0.0014  -0.0039  -0.001
Si  0.0402  -0.0298  -0.02
Si  -0.0712  0.1791  -0.0036
Si  -0.0154  -0.0163  -0.0097
Si  -0.002  0.0001  0.0033
Si  -0.0018  -0.0073  0.0058
Si  -0.0008  -0.0002  0.0062
Si  0.0113  -0.0215  -0.0106
Si  0.0012  -0.0025  0.0126
Si  -0.0007  -0.007  -0.0092
Si  -0.0055  -0.0074  0.0041
Si  -0.0109  0.0316  -0.0598
Si  0.0157  -0.0058  0.0108
Si  -0.0198  -0.0154  -0.0159
Si  -0.0383  -0.0081  0.0291
Si  0.0011  -0.0045  0.0075
Si  0.0058  -0.0112  -0.0021
Si  0.0407  0.0097  0.0131
Si  0.004  -0.0026  0.0018
Si  0.0003  -0.0077  -0.0377
Si  0.0007  -0.002  0.0043
Si  -0.0008  0.0001  0.0026
Si  -0.0175  -0.0065  -0.0122
Si  0.006  -0.0035  -0.0058
Si  0.0007  0.0132  0.0065
Si  -0.0028  0  -0.0019
Si  -0.004  -0.0025  -0.0115
Si  -0.0048  -0.0007  0.007
O  0.0013  0.0003  -0.0036
O  0.0024  -0.0027  -0.0074
O  -0.0019  -0.0136  -0.0073
O  -0.002  -0.0021  -0.0007
O  0.004  -0.0012  -0.0057
O  -0.0036  0.0506  0.0817
O  0.0355  0.0271  -0.0312
O  -0.0017  0.0008  -0.0007
O  -0.023  0.0101  0.0233
O  0.0007  0.0046  -0.003
O  0.0128  0.0076  -0.0072
O  0.0059  0.0106  -0.0046
O  0.0398  -0.0208  0.0222
O  -0.0267  -0.0137  0.0447
O  0.0089  -0.0061  0.0149
O  0.001  0.0014  -0.0004
O  0.2498  -0.3582  0.0449
O  -0.0003  -0.0047  -0.0066
O  0.0028  0.004  -0.0147
O  0.0032  -0.0035  -0.0018
O  0.0348  0.0074  0.0037
O  -0.0008  0.005  -0.0113
O  -0.0056  0.0022  0.0283
O  0.0009  0.0031  -0.0039
O  -0.0007  -0.0027  -0.001
O  0.0061  0.0068  0.0026
O  -0.0116  -0.0086  0.0092
O  -0.0209  0.0107  0.008
O  -0.0032  0.0025  0.0028
O  0.0029  -0.0056  -0.0007
O  0.0014  0.0003  -0.0108
O  0  -0.0017  0.0011
O  -0.0138  0.0052  0.0166
O  -0.0009  -0.0026  -0.004
O  -0.0063  -0.0072  -0.0141
O  -0.0049  0.018  -0.0052
O  0.001  -0.0023  -0.0065
O  -0.0053  -0.0029  0.0013
O  0.0027  0.0041  -0.0062
O  -0.0003  -0.0001  0.0065
O  -0.0005  -0.0043  -0.0009
O  0.0056  -0.008  -0.0234
O  -0.0013  -0.0001  -0.0001
O  0.0018  -0.001  -0.0048
O  0.0056  0.0042  0.0016
O  0.0163  -0.0022  -0.0149
O  0.0074  -0.002  -0.0031
O  0.0031  -0.0021  -0.0049
O  0.001  -0.0029  -0.0002
O  -0.0019  -0.0024  -0.0019
O  -0.0001  0.0009  0.0039
O  -0.0573  0.0486  -0.1626
O  -0.0014  -0.0042  -0.0024
O  -0.0016  0  0.0002
O  -0.0208  -0.0246  -0.0116
O  -0.0011  -0.0004  -0.0029
O  0.0015  -0.004  -0.0043
O  0.0057  -0.0013  -0.0056
O  -0.006  -0.0052  0.0023
O  -0.0012  -0.008  -0.0037
O  0.0014  0.0153  0.0017
O  0.0273  0.0081  -0.0057
O  -0.0148  0.0418  -0.0034
O  -0.0202  0.0104  -0.0414
O  -0.0024  0.0009  0.0022
O  -0.0012  -0.0017  -0.0063
O  -0.0062  0.0059  -0.0104
O  -0.004  -0.0421  -0.0096

The program warned: the cutoff lies below the one the program advises for these potential files; the exchange-correlation potential is rough where the density is thin.
